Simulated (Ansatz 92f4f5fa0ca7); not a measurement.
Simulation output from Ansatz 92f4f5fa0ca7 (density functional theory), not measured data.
Periodic cell of 264 atoms, Si152O112, from a study of silicon, its oxide and their interface. The atomic structure is a simulated model.
This geometry differs little from another in the collection (a relaxation step or a small displacement).

Settings: functional r2SCAN; potential files Ansatz PAW; basis plane waves; wave-function cutoff 800 eV; density cutoff ratio 5; exchange-correlation grid ratio 1; k mesh 1 x 1 x 1, shifted by 0.5 0.5 0 of a step; self-consistency stop 1e-10 eV per atom in the density residual; occupations fixed; spin none; net charge 0.

Cell vectors (angstrom)
a  10.888  0  0
b  0  10.888  0
c  0  0  37.1861

Atoms and the computed forces on them: element, x, y, z (angstrom), force x, y, z (eV/angstrom)
Si  0.8765  -0.2382  -0.4097  -0.0066  0.0078  -0.0948
Si  2.9736  2.497  0.1233  -0.0126  0.0053  -0.0633
Si  -0.1668  5.6851  0.1347  0.0126  -0.0059  -0.0674
Si  2.7977  8.2423  0.1362  -0.0003  -0.0086  -0.0554
Si  5.22  0.3404  0.1461  0.0233  -0.0058  -0.087
Si  7.9692  2.9705  0.2116  0.0044  -0.0152  -0.0714
Si  5.6762  5.0848  -0.0194  0.0166  -0.0116  -0.0197
Si  8.4425  7.8295  0.0094  -0.0073  0.0189  -0.0641
Si  1.4689  1.2591  1.337  -0.0023  -0.0008  0.0216
Si  4.1313  4.0598  1.4136  0.0076  -0.0058  0.015
Si  1.4119  6.8391  1.4226  -0.0004  0.0041  0.0072
Si  4.1846  9.5571  1.4452  -0.0039  0.0034  0.0098
Si  6.7835  1.4253  1.4931  -0.0031  0.008  0.0074
Si  9.5492  4.1356  1.4494  -0.0025  0.0018  0.0126
Si  6.804  6.717  1.271  -0.0016  -0.007  0.0094
Si  9.4976  9.4378  1.3286  0.0212  0.0091  -0.035
Si  0.0222  2.6401  2.6494  0.0024  -0.0033  -0.0011
Si  2.7722  -0.0258  2.8086  0.004  -0.0013  -0.0026
Si  0.0362  8.2069  2.77  0.0057  -0.0036  0.0047
Si  2.7444  5.4288  2.7322  0.0008  -0.0046  -0.0034
Si  5.4301  2.7384  2.8668  -0.005  -0.0012  -0.0035
Si  8.1847  -0.0255  2.6964  -0.0024  0.0032  0.0013
Si  5.5253  8.1225  2.6982  0.0013  -0.0016  -0.0023
Si  8.1674  5.4759  2.782  -0.0041  0.0002  -0.0037
Si  1.3704  4.0206  4.0406  -0.0034  0.0031  -0.0009
Si  4.0829  1.3505  4.1758  0.0023  -0.0029  0.002
Si  1.3843  9.5349  4.1487  -0.0014  -0.0025  0.002
Si  4.1132  6.8026  4.0723  -0.0003  -0.0004  -0.0026
Si  6.8171  4.1154  4.1524  0.0029  -0.001  -0.0009
Si  9.5405  1.3379  4.0583  -0.0049  0.0013  0
Si  6.8491  9.4948  4.0794  -0.0008  -0.0001  -0.0028
Si  9.5384  6.8354  4.1101  0.0014  -0.0024  0.0007
Si  -0.0038  0.0112  5.4663  0.0001  -0.0011  -0.0021
Si  2.7042  2.7204  5.4814  -0.0012  -0.0035  -0.0021
Si  0.0048  5.4053  5.4087  -0.0013  0.0011  -0.0024
Si  2.7476  8.146  5.4587  -0.0007  0.0002  -0.002
Si  5.467  -0.04  5.4567  -0.0001  0.002  -0.0016
Si  8.1861  2.7066  5.4393  -0.0007  0.0003  -0.0006
Si  5.4404  5.4649  5.4834  -0.0015  -0.0005  -0.0027
Si  8.1842  8.1754  5.4799  -0.0011  -0.003  -0.0011
Si  1.3359  1.3726  6.8333  -0.0004  -0.0016  -0.0005
Si  4.0639  4.0941  6.8194  -0.0009  -0.0016  -0.0012
Si  1.3617  6.7701  6.7786  -0.0035  0  -0.0014
Si  4.0875  9.5175  6.828  -0.0008  -0.0016  -0.0012
Si  6.814  1.351  6.7947  -0.0026  -0.003  -0.0024
Si  9.5255  4.0752  6.8045  -0.0013  -0.0016  -0.0004
Si  6.7952  6.8307  6.8291  -0.0018  0.0004  -0.0014
Si  9.5287  9.5382  6.8269  -0.0022  -0.0013  0.0001
Si  -0.0221  2.7248  8.1921  -0.001  -0.0015  -0.0005
Si  2.6986  -0.003  8.1647  -0.0017  -0.0025  -0.0019
Si  0.0016  8.141  8.138  -0.0004  -0.0009  -0.0013
Si  2.6955  5.4389  8.1795  -0.001  -0.0012  -0.0014
Si  5.4312  2.7125  8.1407  -0.001  -0.0014  -0.0029
Si  8.1485  -0.0014  8.1725  -0.0018  -0.0003  -0.0013
Si  5.4292  8.1672  8.2041  -0.0017  -0.0021  -0.0012
Si  8.1515  5.4469  8.1523  -0.0018  -0.0008  -0.002
Si  1.3295  4.0933  9.5477  0.0007  0.0002  0
Si  4.0536  1.3735  9.5062  0.0005  -0.0012  -0.0014
Si  1.3423  9.5  9.5088  -0.0018  0  -0.0007
Si  4.0349  6.8108  9.5389  -0.0003  -0.0017  -0.0008
Si  6.7632  4.1001  9.493  0.0002  -0.0028  -0.0018
Si  9.5006  1.3471  9.5276  -0.0014  -0.0016  0.0004
Si  6.7845  9.5449  9.5456  -0.0008  -0.0009  -0.0007
Si  9.5098  6.8119  9.5056  -0.0007  -0.0013  0
Si  -0.0349  -0.0528  10.865  0.0036  -0.002  -0.0004
Si  2.7108  2.7374  10.8866  -0.0018  -0.0034  -0.0012
Si  -0.0439  5.4634  10.8922  -0.0005  0  -0.0009
Si  2.6725  8.1618  10.9149  0.0025  -0.0011  0.0003
Si  5.3684  -0.0058  10.877  -0.0026  -0.0018  -0.001
Si  8.1153  2.7302  10.8256  -0.0002  -0.0009  -0.0014
Si  5.3914  5.4463  10.8752  0.0002  0.0003  -0.0003
Si  8.1701  8.1818  10.8781  -0.0013  -0.0022  -0.0016
Si  1.3572  1.3009  12.1618  -0.0023  -0.0013  -0.0006
Si  4.024  4.1308  12.2838  0.0025  -0.0007  -0.0017
Si  1.2837  6.8286  12.2881  0.0003  0.0017  -0.0039
Si  4.0322  9.5144  12.2852  -0.0013  -0.0026  -0.0021
Si  6.7177  1.4039  12.1567  0.0018  0.0013  -0.0003
Si  9.4603  4.0768  12.1911  0.0014  -0.0027  -0.0023
Si  6.7644  6.8346  12.1784  0.0001  0.0016  0.0022
Si  9.5165  9.5054  12.3003  -0.0018  -0.0023  -0.0021
Si  -0.0285  2.6564  13.4329  -0.0004  -0.0056  -0.0006
Si  2.6372  -0.0208  13.6347  -0.0015  -0.0008  -0.0011
Si  -0.0386  8.1329  13.7623  0.0037  -0.0065  0.002
Si  2.6355  5.4988  13.6621  -0.005  0.0037  -0.0026
Si  5.403  2.7353  13.5802  -0.0002  -0.0035  -0.0004
Si  8.0717  0.0572  13.4761  -0.0047  0.0019  0.0048
Si  5.446  8.1585  13.6085  0.0024  -0.003  0.0018
Si  8.0691  5.4561  13.5174  -0.0004  0.0049  0.0042
Si  1.2313  3.9885  14.8606  0.0013  0.0009  0.0082
Si  4.007  1.3988  14.913  -0.0002  0.0013  0.0134
Si  1.3198  9.5528  15.1366  0.0029  -0.0037  0.0047
Si  4.0599  6.8748  15.0221  -0.0026  -0.0016  0.0091
Si  6.7332  4.1331  14.9405  -0.0024  0.0031  0.0036
Si  9.4304  1.4064  14.7878  0.0017  0.0008  0.0058
Si  6.7349  9.6696  14.8872  0.0041  0.0013  0.0135
Si  9.4645  6.6104  15.0041  0.013  -0.0063  -0.0315
Si  -0.4003  -0.0984  16.2138  0.0009  -0.0082  -0.0459
Si  2.7737  2.8803  16.2134  0.0115  0.0091  -0.038
Si  -0.5492  4.7739  16.1375  -0.0099  -0.0141  -0.0427
Si  3.1099  8.5593  16.3968  0.0027  0.0094  -0.053
Si  5.2717  -0.0069  16.2567  -0.0069  -0.0081  -0.0522
Si  8.4986  3.1231  16.1079  0.0106  0.0081  -0.0499
Si  5.0556  5.1511  16.2961  -0.0066  0.0023  -0.0458
Si  8.0644  8.8  16.568  -0.0075  0.0129  -0.0635
Si  -0.1017  15.4168  19.1209  0.0047  0.0079  -0.0321
Si  1.6786  4.3113  35.1459  -0.0193  -0.0074  -0.0887
Si  -26.408  22.0881  34.4604  0.0152  0.0233  -0.0521
Si  -10.8078  2.7882  33.0145  0.014  -0.0168  -0.0392
Si  3.4667  8.1101  19.3313  -0.0243  0.0083  -0.0325
Si  -5.4156  -1.464  24.4138  -0.0041  0.0054  0.0595
Si  -4.6176  2.8075  26.5598  -0.0099  0.0077  0.065
Si  22.7181  1.6879  18.4702  0.0019  0.0212  -0.0479
Si  -0.9713  -4.2117  26.0774  -0.0095  -0.006  0.0549
Si  -14.3382  12.5977  21.3904  -0.0016  0.0003  0.0042
Si  -12.9705  12.3696  34.8792  -0.0247  0.0032  -0.0693
Si  19.5786  -15.607  20.6104  0.0044  -0.0093  0.0046
Si  -5.9002  15.3994  24.4125  -0.0113  -0.0044  0.0712
Si  6.7876  14.5578  29.4469  0.0003  0.0047  0.0168
Si  -8.0402  10.7458  25.1002  0.0059  -0.0056  0.0688
Si  -7.1068  7.1117  25.5407  -0.01  0.0043  0.0605
Si  -24.8699  -10.5545  25.5884  -0.0027  -0.0126  0.073
Si  -0.6203  8.5979  21.8962  0.002  0.0034  0.0289
Si  15.9623  -6.4011  19.1029  0.0029  0.0059  -0.0359
Si  -8.5037  3.9524  23.1176  0.0077  -0.0093  0.0524
Si  -2.6086  19.6976  27.2296  -0.0009  0.001  0.0684
Si  -17.8201  13.2749  30.2108  0.0006  -0.011  0.0232
Si  -6.6192  6.0784  35.4926  0.0115  0.0131  -0.0751
Si  12.0762  -2.6692  24.5531  0.0162  -0.002  0.0652
Si  -12.1626  14.7316  30.3627  0.0009  0.003  0.0433
Si  9.5951  1.6386  23.3631  0.0086  -0.0001  0.0512
Si  1.6769  -0.5618  20.6003  0.0023  -0.0062  0.0005
Si  2.5496  6.4805  28.3122  -0.002  0.0047  0.0731
Si  -25.9555  1.9247  18.3839  -0.0052  -0.0065  -0.0589
Si  -25.3663  9.6953  22.0303  -0.0106  -0.0085  0.0394
Si  -6.6987  0.9289  27.6337  0.0093  0.0032  0.0611
Si  -4.9279  31.3216  28.7681  -0.0073  -0.0126  0.061
Si  13.4599  5.3979  20.4456  -0.0045  -0.008  -0.0004
Si  0.2096  4.6439  27.7406  0.0042  -0.0017  0.0723
Si  -15.257  15.5216  21.8322  -0.0026  -0.0086  0.037
Si  1.5501  18.283  30.8117  0.0004  0.0134  0.0312
Si  1.6262  1.1708  22.938  -0.0047  0.0052  0.0452
Si  -24.9365  -4.8745  30.9488  -0.0046  -0.0099  0.0254
Si  -17.7877  11.2915  32.5554  -0.0043  -0.0065  -0.0219
Si  10.7067  -6.7216  24.8765  -0.0095  0.0146  0.0622
Si  12.1407  0.1419  33.7046  0.0062  -0.0101  -0.0682
Si  -11.5284  8.9264  32.29  0.0138  0.0041  -0.014
Si  6.6903  8.2079  19.3491  -0.0101  0.0155  -0.0354
Si  -5.465  -4.6152  32.6027  0.0183  0.0128  -0.032
Si  -13.4263  -1.5071  34.4606  0.0205  0.0169  -0.072
Si  8.4225  8.9884  30.0604  0.0035  0.0046  0.042
Si  -17.4837  8.7271  31.0258  0.0012  -0.0002  0.0185
Si  -18.4593  16.0732  30.7405  0.0011  0.0047  0.0214
O  -2.6702  -7.8158  -7.2067  -0.0079  -0.0014  -0.0153
O  -3.6357  1.5863  -2.7172  0.0097  -0.0383  0.0461
O  -1.9727  2.114  -0.8255  -0.0273  0.0319  0.063
O  3.0097  -7.2035  -6.9039  -0.0146  0.0163  -0.0117
O  -4.9911  10.6864  -1.2315  -0.0221  0.0215  0.0756
O  -8.9121  5.9044  -5.877  0.0091  -0.0102  -0.0099
O  -8.099  10.6696  -3.7583  0.0006  0.004  0.0118
O  4.1061  10.2618  -12.9871  0.0116  -0.0096  -0.02
O  -7.6889  21.8906  -10.5293  -0.0027  -0.0043  -0.0337
O  3.666  -9.2388  -5.5802  0.0062  -0.0059  -0.0014
O  -2.8797  8.5298  -1.4005  0.0045  -0.0338  0.0876
O  4.0938  12.2983  -0.3805  -0.0024  0.0005  0.0282
O  -3.9844  0.3765  -15.0583  -0.0019  0.0093  -0.0092
O  -22.5254  5.933  -9.6871  -0.0037  0.0107  -0.0371
O  -20.7766  3.9166  -3.4552  0.0217  0.013  0.0423
O  -12.8189  1.9148  -15.2836  -0.0035  0.0036  -0.0238
O  -0.0072  5.1676  17.6381  0.0095  0.0036  0.0681
O  -3.9019  -1.6239  20.5199  -0.0038  0.0045  0.0066
O  -1.4968  -1.1717  16.7879  -0.0021  -0.008  0.0158
O  -5.4115  -16.3032  17.8577  0.0011  -0.003  0.0515
O  -8.6783  24.0323  17.6201  -0.0217  -0.0153  0.0514
O  -1.0976  7.2213  21.17  -0.0037  -0.0028  -0.005
O  -11.899  13.9295  24.0984  0.0036  -0.0119  -0.0249
O  3.7058  6.0163  29.381  -0.0021  0.0029  -0.0171
O  1.8519  24.4193  22.3206  -0.0044  -0.0053  -0.0124
O  15.8928  8.1381  25.2761  -0.0023  0.0149  -0.0265
O  7.4057  12.576  26.3586  0.0097  -0.0067  -0.0304
O  7.9373  2.5841  17.5599  -0.0254  -0.0156  0.0559
O  5.0817  8.0367  19.2837  -0.011  -0.0047  0.0078
O  8.5395  7.2942  16.1939  -0.0097  0.0036  0.0353
O  18.0841  -2.113  17.9272  -0.0102  -0.0116  0.0466
O  4.1958  9.7456  16.7807  -0.006  -0.0084  0.0113
O  -10.4851  -1.0416  33.0554  0.0029  0.002  0.0162
O  -13.1214  -10.162  24.2935  0.0168  0.0016  -0.0394
O  9.3755  4.9746  19.7589  -0.0019  0.007  0.0066
O  3.4912  -6.3818  19.4471  0.0033  0.0016  0.0151
O  -3.5495  12.3509  19.7974  0.004  -0.0054  0.0149
O  0.2973  -3.2757  25.7508  0.0026  0.0043  -0.03
O  15.2748  -5.2494  25.3864  0.0062  -0.0256  -0.0423
O  6.2839  19.8508  23.0787  0.0065  0.0014  -0.0356
O  2.88  -1.3938  19.9206  -0.0028  -0.0037  0.0103
O  -2.0021  9.3852  22.3142  0.0055  -0.0065  -0.0169
O  13.829  6.9504  20.3047  0.0026  -0.0032  0.0086
O  -2.9732  7.5634  30.6144  0.0028  0.0205  -0.0293
O  1.4993  7.3941  29.179  0.0072  -0.0059  -0.0188
O  4.8089  2.171  26.8204  0.0047  0.0001  -0.0318
O  13.6982  7.8801  17.8541  -0.001  -0.0139  0.0663
O  -16.2512  13.7066  30.0252  0.0129  -0.0018  -0.013
O  -10.5676  -1.4363  20.8651  0.0057  -0.0007  -0.0068
O  6.0362  11.5996  17.5281  0.0195  0.0295  0.0536
O  -13.8451  5.4237  21.8361  0.002  0.0006  -0.0116
O  0.0495  13.8075  19.0244  0.0049  -0.0028  0.0141
O  -0.4379  3.1693  31.5492  0.0065  0.0105  -0.0032
O  6.6152  -7.8748  21.8768  0.0018  -0.0008  -0.0159
O  0.0519  0.7835  17.4892  0.0136  0.0173  0.0574
O  -0.2992  -6.9873  29.0722  0.0062  0.0128  -0.0338
O  1.2179  4.4663  24.1173  0.0143  -0.0122  -0.0228
O  -4.7712  3.6891  25.2215  -0.0081  0.0109  -0.0435
O  5.7836  5.0093  20.4475  0.0021  0.0081  0.008
O  -9.9074  12.3624  32.8601  -0.0084  0.0087  0.0195
O  -14.8114  9.8995  33.779  -0.0065  0.0069  0.0276
O  -25.5508  -0.9627  29.8551  -0.0015  0.0027  -0.0288
O  -11.4894  21.0804  37.2663  -0.0178  -0.0185  0.0327
O  -5.4701  10.8915  28.0998  -0.0104  0.0124  -0.0453
O  -9.2586  20.584  25.0148  -0.001  0.0054  -0.0175
O  -19.5354  0.0096  22.0081  0.0051  -0.0123  -0.0184
O  -10.8237  0.8263  23.0995  0.0089  0.0084  -0.0034
O  11.9301  -5.7398  20.0493  0.0076  -0.0016  0.0033
O  -10.7204  -3.1519  31.5546  -0.0072  0.0041  -0.0002
O  -4.1821  8.6686  27.6262  0.0088  -0.0012  -0.0221
O  13.1953  22.9806  24.4028  -0.0128  0.0145  -0.0317
O  14.0873  18.1437  27.0556  0.0137  0.0023  -0.0433
O  -23.2407  9.6874  31.1162  -0.003  -0.0027  -0.0102
O  -27.9151  8.7367  29.4685  0.008  0.0046  -0.0174
O  -1.7325  -0.1133  34.7955  0.0037  0.0003  0.026
O  -9.5062  0.7368  19.6852  0.0041  -0.0101  0.0133
O  -7.9216  -5.6232  34.9476  0.0155  0  0.0111
O  3.7385  14.4923  23.9312  0.0022  0.0107  -0.0236
O  14.7358  -6.822  16.544  0.0053  -0.0011  0.0056
O  -26.2096  10.4161  25.2116  -0.0157  -0.0175  -0.0512
O  -16.7479  0.8937  33.6543  0.0145  0.0054  0.0249
O  -25.9033  5.2325  29.8951  0.0004  -0.0118  -0.0206
O  0.3058  8.2484  23.1915  -0.0087  0.0008  -0.0296
O  6.7227  -7.2078  27.8349  -0.0021  -0.0006  -0.0504
O  -14.1815  -3.9821  19.6719  0.0005  -0.0077  0.0078
O  1.7457  5.152  27.8359  -0.0023  0.0001  -0.0123
O  -2.2801  7.6024  26.208  0.0008  -0.0046  -0.0296
O  -12.6468  -2.1374  28.6153  -0.0041  0.0052  -0.0369
O  -4.0358  -6.9024  36.6936  0.0014  -0.0013  0.043
O  -8.673  13.9046  35.9542  0.0213  -0.0278  0.0707
O  -12.5888  8.4533  33.4273  -0.0135  0.0017  0.0254
O  -20.8755  0.3918  35.2712  0.0031  -0.0075  0.091
O  -11.9601  16.4192  24.9295  -0.0005  -0.0044  -0.0206
O  -18.3178  12.3538  28.9712  0.0089  -0.0066  -0.031
O  -6.2519  -11.6027  31.613  -0.0046  0.009  0.0065
O  2.5705  7.3539  24.4687  -0.0072  0.0032  -0.0254
O  -17.3187  -5.7112  31.8883  -0.0035  -0.0066  -0.0085
O  5.1406  6.4336  34.1762  -0.021  -0.0098  0.072
O  -5.3501  -7.8955  18.7044  0.0008  0.0015  0.0118
O  -8.1773  8.4558  31.2105  -0.0049  -0.0119  -0.0109
O  -1.7068  5.314  30.9024  0.0016  -0.0107  -0.0113
O  1.8102  9.3231  36.5875  0.0145  -0.0092  0.0317
O  -10.7869  25.4809  26.4154  -0.0025  -0.0077  -0.0394
O  -19.023  15.9419  22.0072  0.0033  0.0122  -0.0195
O  -7.2003  7.4308  36.2054  -0.0121  0.0231  0.054
O  5.1525  -3.2226  31.8542  -0.0009  -0.0106  0.0064
O  -12.083  13.2917  33.9212  -0.0372  -0.0132  0.0477
O  -1.2896  17.6298  36.7757  0.0039  -0.0042  0.021
O  -3.9056  5.8849  32.3901  -0.0056  -0.001  -0.0016
O  -13.1409  21.1228  26.5489  -0.0028  0.0183  -0.0506
O  -16.0797  5.1505  23.1119  0.0062  0.0032  -0.0325
O  -10.3574  15.9371  36.0006  -0.0258  0.0163  0.0702

Results
free energy: -161109.888 eV
free energy less fixed offsets of O -570.45, Si -639.56 eV per atom: -6.368 eV

The program warned: the cutoff lies below the one the program advises for these potential files; the forces do not sum to zero within the program's tolerance; empty levels may hold ghost states of the PAW files; the exchange-correlation potential is rough where the density is thin.
